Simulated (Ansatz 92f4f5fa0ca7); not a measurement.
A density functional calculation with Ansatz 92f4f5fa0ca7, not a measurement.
Periodic cell of 294 atoms, Si196O98, from a study of silicon, its oxide and their interface. The atomic structure is a simulated model.
Doubt: the cutoff is far below the 930 eV that the study's wrapper takes by default for these files, so forces and energies are approximate.
This geometry differs little from another in the collection (a relaxation step or a small displacement).

Settings: functional PBE; potential files Ansatz PAW; basis plane waves; wave-function cutoff 580 eV; density cutoff ratio 5; exchange-correlation grid ratio 1; k mesh 1 x 1 x 1, Gamma-centred; self-consistency stop 5e-08 eV per atom in the density residual; occupations fixed; spin none; net charge 0.

Cell vectors (angstrom)
a  11.6015  0  0
b  0  10.938  0
c  0  0  41.7117

Atoms and the computed forces on them: element, x, y, z (angstrom), force x, y, z (eV/angstrom)
Si  0  0  0.9665  -0.0029  -0.0201  -0.0026
Si  3.8672  0  0.9665  -0.0046  0.0372  -0.0085
Si  7.7343  0  0.9665  0.0078  0.0428  0.0113
Si  1.9336  1.3673  0.9665  -0.0084  -0.0267  -0.0144
Si  5.8008  1.3673  0.9665  0.0022  -0.0732  0.0136
Si  9.6679  1.3673  0.9665  0.0068  -0.0132  0.0143
Si  0  5.469  0.9665  0.0006  0.0276  -0.0095
Si  3.8672  5.469  0.9665  0.0008  0.0382  -0.0051
Si  7.7343  5.469  0.9665  -0.0019  0.0377  -0.0116
Si  1.9336  6.8362  0.9665  0.0091  -0.0581  -0.0109
Si  5.8008  6.8362  0.9665  -0.0021  -0.0399  0.0132
Si  9.6679  6.8362  0.9665  -0.007  -0.061  0.0105
Si  1.9336  2.7345  40.7446  0.0157  0.0447  -0.0116
Si  5.8008  2.7345  40.7446  -0.0056  0.033  0.0347
Si  9.6679  2.7345  40.7446  0.0005  -0.0345  0.0503
Si  0  4.1018  40.7446  -0.0081  -0.0402  -0.0127
Si  3.8672  4.1018  40.7446  0.0158  -0.0475  -0.0123
Si  7.7343  4.1018  40.7446  0.0055  -0.049  -0.0067
Si  1.9336  8.2035  40.7446  -0.0065  0.1013  -0.0507
Si  5.8008  8.2035  40.7446  -0.0099  0.0414  -0.0197
Si  9.6679  8.2035  40.7446  0.0098  0.0644  -0.0175
Si  0  9.5708  40.7446  0.0067  0.0407  0.0245
Si  3.8672  9.5708  40.7446  -0.0006  -0.0333  0.017
Si  7.7343  9.5708  40.7446  -0.0116  -0.0321  0.0076
Si  0  0  4.8337  0.0059  0.0235  -0.271
Si  3.8672  0  4.8337  0.0054  0.001  -0.0283
Si  7.7343  0  4.8337  -0.0692  -0.041  0.012
Si  1.9336  1.3673  4.8337  -0.0225  -0.0886  -0.2063
Si  5.8008  1.3673  4.8337  0.0814  -0.0003  0.3529
Si  9.6679  1.3673  4.8337  -0.0055  -0.1026  0.0614
Si  0  5.469  4.8337  -0.0458  0.0514  -0.0246
Si  3.8672  5.469  4.8337  0.097  0.019  0.0539
Si  7.7343  5.469  4.8337  0.013  -0.0102  0.0122
Si  1.9336  6.8362  4.8337  0.0231  -0.0902  -0.0471
Si  5.8008  6.8362  4.8337  -0.0133  -0.046  0.0115
Si  9.6679  6.8362  4.8337  -0.071  -0.0921  0.0741
Si  1.9336  2.7345  2.9001  0.0045  -0.0167  -0.0377
Si  5.8008  2.7345  2.9001  -0.005  0.1068  0.0319
Si  9.6679  2.7345  2.9001  -0.0102  0.0275  0.0053
Si  0  4.1018  2.9001  -0.0001  -0.0196  0.002
Si  3.8672  4.1018  2.9001  -0.0006  -0.046  0.0082
Si  7.7343  4.1018  2.9001  -0.0097  -0.0419  0.0175
Si  1.9336  8.2035  2.9001  -0.0038  0.0355  -0.018
Si  5.8008  8.2035  2.9001  0.0107  0.053  0.0093
Si  9.6679  8.2035  2.9001  0.0003  0.0708  0.0102
Si  0  9.5708  2.9001  -0.0013  0.0463  -0.0292
Si  3.8672  9.5708  2.9001  0.0112  -0.0213  -0.0123
Si  7.7343  9.5708  2.9001  -0.0015  -0.045  -0.009
Si  -0.6404  0.7411  31.7981  0.004  0.0045  -0.0008
Si  3.9975  -0.1915  31.0837  -0.0211  0.0105  -0.0073
Si  7.3236  -0.0552  30.959  0.0042  0.0128  -0.0071
Si  1.45  1.4963  31.0141  0.0091  -0.0096  -0.0049
Si  5.6142  1.5349  31.2497  0.0088  -0.0066  -0.0114
Si  9.339  0.7806  30.1846  -0.0066  0.0661  -0.055
Si  -0.284  5.3519  31.1367  0.0033  -0.0079  -0.0073
Si  5.9467  7.0982  30.1378  -0.0045  -0.0036  0.0014
Si  8.0269  5.282  30.9575  -0.0038  0.006  -0.0012
Si  1.4255  6.8747  30.6318  -0.0065  0.0059  -0.0055
Si  3.4419  5.7198  30.241  0.0098  -0.0027  -0.0095
Si  9.6182  6.9694  31.0547  -0.0102  0.0026  -0.0063
Si  2.0225  2.7722  32.9527  -0.0015  -0.0055  0.0003
Si  5.8548  2.8444  33.132  0.0031  0.0007  0.0024
Si  9.904  2.5489  33.116  -0.001  0.0041  0.0023
Si  0.0712  4.0947  33.0935  -0.0036  -0.0025  0.0013
Si  3.9178  4.1839  33.0583  0.0011  -0.0015  0.0002
Si  7.9161  3.9994  32.9685  0.0027  0.0002  0.0037
Si  1.7742  8.2146  32.7512  0.001  0.0026  0.0019
Si  5.8191  8.2707  33.1437  0.0057  -0.0041  -0.0003
Si  9.5684  8.3529  32.966  0.0032  0.001  0.0067
Si  -0.1175  9.7079  33.0441  -0.003  -0.0005  -0.0023
Si  3.8081  9.4539  33.0241  -0.0064  0.0026  0.0028
Si  7.6465  9.7301  33.0346  0.0018  0.0016  -0.0044
Si  0.0186  -0.01  35.0492  0.0015  0.0014  -0.0004
Si  3.8469  -0.0197  34.9153  0.0011  -0.0015  -0.0023
Si  7.7407  0.0863  34.9913  -0.0007  0.0004  0.0025
Si  1.9407  1.375  34.9068  -0.0008  0.0021  -0.0028
Si  5.7766  1.3853  34.983  -0.0019  -0.0004  -0.0003
Si  9.7097  1.3691  35.105  -0.0014  0.0028  -0.0029
Si  -0.0111  5.5367  34.9381  -0.0033  0.0012  0.0031
Si  3.8236  5.5428  34.9572  0.0016  0.0017  0.0006
Si  7.7942  5.4103  34.9013  0.0017  0.0003  -0.0017
Si  1.8831  6.9243  34.8168  -0.0009  -0.0005  0.0015
Si  5.8356  6.7764  34.9509  -0.0025  -0.0006  -0.0003
Si  9.6426  6.8826  34.8771  0.0001  0.0009  -0.0001
Si  1.9264  2.7402  36.8549  0.0015  -0.0001  0.0004
Si  5.7732  2.762  36.8952  -0.0005  -0.0002  -0.0018
Si  9.6745  2.7853  36.9484  -0.0007  -0.0005  0.0006
Si  0.005  4.1379  36.8679  -0.0003  -0.0001  -0.0013
Si  3.837  4.1285  36.8716  -0.0008  -0.0024  0.0018
Si  7.7304  4.1064  36.8772  0  0.001  -0.0003
Si  1.9516  8.1965  36.8437  0.0001  0.0003  -0.0007
Si  5.8218  8.1936  36.8673  0.0001  0.0031  0.0016
Si  9.6727  8.2061  36.8595  0.0007  0.0011  -0.0018
Si  0.0267  9.5402  36.9264  -0.0011  -0.0004  -0.0005
Si  3.881  9.5674  36.8641  0.0007  -0.0007  -0.0014
Si  7.7402  9.5741  36.8704  -0.0015  -0.0007  -0.0016
Si  0  0  38.811  0.0104  0.0357  0.1901
Si  3.8672  0  38.811  0.037  -0.0192  -0.0903
Si  7.7343  0  38.811  0.0108  0.0516  -0.0795
Si  1.9336  1.3673  38.811  -0.0474  0.0118  -0.1559
Si  5.8008  1.3673  38.811  -0.0531  0.0348  0.0516
Si  9.6679  1.3673  38.811  0.0458  -0.0358  0.263
Si  0  5.469  38.811  0.0641  0.1167  0.0466
Si  3.8672  5.469  38.811  -0.0645  0.078  0.0821
Si  7.7343  5.469  38.811  -0.0516  0.0832  -0.0039
Si  1.9336  6.8362  38.811  0.0642  -0.0737  -0.1823
Si  5.8008  6.8362  38.811  0.0188  -0.0056  0.0061
Si  9.6679  6.8362  38.811  -0.0208  -0.0306  -0.1347
Si  1.943  2.7598  6.7142  -0.0008  0.0007  0.0002
Si  5.8295  2.7136  6.8424  0  0.0006  0.0005
Si  9.666  2.7152  6.7763  0  -0.0016  0.0013
Si  -0.0133  4.0869  6.7506  0.0008  0.001  0.0005
Si  3.8926  4.0744  6.7581  0.0002  0.0008  0.0007
Si  7.7579  4.1013  6.7756  -0.0005  0.0004  0
Si  1.9336  8.1942  6.7607  0.0021  0.0009  0.0002
Si  5.7829  8.1756  6.788  -0.001  0.0004  0.0013
Si  9.6427  8.206  6.7732  0.0003  0  0.0018
Si  -0.0186  9.5337  6.7062  -0.0011  -0.0012  0.0006
Si  3.8697  9.5638  6.7603  -0.0005  -0.0025  0.0012
Si  7.7087  9.5721  6.7795  0.0005  -0.0005  0.0022
Si  -0.0013  -0.0026  8.5651  0.0031  0.0014  -0.0017
Si  3.8881  0.0184  8.6765  0.0011  0.0005  -0.0001
Si  7.7338  -0.0152  8.7303  0.0022  -0.0015  0.0001
Si  1.9273  1.3518  8.5806  -0.002  -0.0028  0.0001
Si  5.8133  1.3763  8.8629  -0.0013  0.0022  0.0005
Si  9.6676  1.3524  8.7224  -0.0026  0.0004  0.0014
Si  -0.0369  5.4584  8.6711  0.0032  -0.0022  0
Si  3.8295  5.3629  8.7319  0.0018  -0.0038  -0.0006
Si  7.779  5.5018  8.69  0.0008  -0.0019  0.0032
Si  1.9249  6.7505  8.6429  -0.0031  0.0008  -0.0019
Si  5.7868  6.7247  8.6885  0  0.0012  -0.0003
Si  9.7049  6.9122  8.7622  -0.0027  0.0035  -0.0009
Si  1.7195  2.5923  10.5562  0.0005  0.0024  -0.0006
Si  5.7478  2.8545  10.8147  0.0058  -0.0065  0.0047
Si  9.6009  2.7382  10.6632  0.0021  0.0009  -0.0036
Si  -0.054  4.1249  10.6179  -0.0008  -0.0022  -0.0021
Si  3.7029  3.9949  10.7121  -0.0038  0.0014  -0.0017
Si  7.714  4.1389  10.6071  -0.0014  0.0017  -0.0041
Si  1.9713  8.1859  10.4811  0.0029  -0.0036  0.0009
Si  5.8565  8.0659  10.6027  -0.0027  -0.003  0.0013
Si  9.7929  8.2549  10.7737  -0.0024  -0.0003  -0.0009
Si  0.1724  9.6826  10.5233  -0.0053  0.0002  -0.0008
Si  3.9535  9.4083  10.4475  0.004  0.005  -0.0002
Si  7.7519  9.4856  10.6063  0.0037  -0.0003  -0.0044
Si  1.0796  0.6114  11.7901  0.0036  0.0009  -0.0041
Si  2.9728  -0.0337  12.8905  0.0033  0.0035  0.0048
Si  7.6847  -0.2637  12.6409  -0.0002  -0.0009  0.0048
Si  -0.4485  0.5292  13.5285  -0.0029  0.0032  0.0179
Si  5.4162  1.4144  13.6653  -0.0009  0.0003  0.0021
Si  9.2328  1.5462  12.6868  -0.0006  0.0013  0.0038
Si  0.2455  5.505  12.5566  0.0001  -0.0014  0.0073
Si  3.7756  5.4771  12.5865  0.0012  -0.0055  0.0067
Si  5.835  6.7327  12.6017  0.0011  0.0037  0.0025
Si  2.0569  7.0562  12.5343  -0.0028  -0.0009  0.002
Si  7.7571  5.4478  12.5769  -0.0029  -0.0045  0.0027
Si  9.8021  6.7094  12.6935  0.0045  0.0052  0.0033
O  7.4276  4.6469  14.0222  0.0012  0.0027  -0.0048
O  6.0791  7.5282  14.052  -0.0004  -0.001  -0.0029
O  3.8019  12.1323  13.5929  -0.0005  -0.0058  -0.0022
O  -7.5336  10.1458  11.9385  -0.0002  -0.0035  -0.0033
O  8.981  2.5859  13.9505  -0.0006  0.0005  -0.001
O  3.3967  4.664  14.0154  0.0026  0.0058  -0.0085
O  0.0097  1.4756  14.7711  -0.0012  -0.0077  -0.0102
O  6.2476  10.978  13.3845  0.0002  0.0005  -0.0008
O  10.8755  9.9574  14.1639  -0.0005  0.0029  -0.0018
O  12.2908  4.4476  13.7846  -0.0036  0.0026  -0.0067
O  5.7479  1.8931  15.1905  -0.0007  -0.0003  -0.0031
O  -1.7488  7.5159  14.1559  -0.0005  -0.0039  -0.0034
O  14.0172  11.1181  30.7839  0.0166  -0.0025  0.0084
O  3.878  -5.723  31.749  -0.0025  0.0017  0.0015
O  6.5733  8.2263  29.1371  -0.0023  -0.003  0.0014
O  4.5489  9.8978  29.7581  -0.002  0.0008  0.0029
O  -1.8038  11.0813  28.7666  -0.0082  0.019  0.007
O  1.5048  3.526  27.3066  0.0004  0  0.0019
O  9.1403  13.3269  29.9932  0.0135  -0.0271  -0.0076
O  3.7456  4.4828  29.2082  -0.0063  0.0082  0.007
O  5.5616  2.5991  29.9734  -0.0001  -0.0053  0.0076
O  13.0663  2.2454  29.5491  -0.0013  0.0017  0.0076
O  0.8911  7.8457  29.3575  0.0044  -0.0037  0.0073
O  9.8754  7.5746  29.4851  0.0006  -0.0024  0.0092
Si  14.5625  5.4874  21.9208  0.0002  0  0.0013
Si  2.5029  8.3721  14.5314  -0.0016  0.0017  0.004
Si  9.2939  3.95  29.5854  -0.0008  -0.0763  0.0058
Si  7.0597  4.0603  24.3022  0.0005  0.0004  0.0013
Si  2.3414  11.0473  17.9916  0.0001  0.0007  0.0027
Si  -1.6906  5.5424  16.8234  0.0006  -0.0008  0.0031
Si  12.35  -1.8077  23.9965  0.0009  -0.0001  -0.0011
Si  1.0266  6.8285  16.603  -0.0009  -0.0014  0.0036
Si  9.2658  6.0972  23.6059  0.0004  0.0001  0.0011
Si  3.2843  4.0163  19.2318  -0.0002  -0.0007  0.0021
Si  7.7332  9.6926  16.8792  0.0001  0.0009  0.0019
Si  7.1703  11.2415  26.6878  0.0019  0.0029  -0.0034
Si  -0.1871  6.4643  25.6616  -0.0019  0.0001  -0.0043
Si  -1.3153  4.1932  19.4273  -0.0002  -0.0004  0.0023
Si  5.6286  10.3566  21.3541  0.0003  0.0004  0.0017
Si  10.1316  8.4848  22.0982  -0.0004  0.0005  0.0004
Si  8.4378  3.7428  14.9352  0.0011  -0.003  0.0062
Si  3.1025  8.4017  21.8901  0.001  -0.0004  0.0004
Si  5.4868  7.7799  15.5463  0.0018  -0.0008  0.0036
Si  1.0365  1.7631  15.9701  -0.0023  0.0008  0.0012
Si  0.7078  0.8127  25.8205  -0.0013  -0.0003  0.005
Si  -0.4773  7.7923  28.4251  -0.0009  0.0034  -0.0026
Si  11.4894  5.8707  21.6856  0.0003  -0.0006  0.0009
Si  15.754  3.6208  24.0732  0.0012  0.0008  -0.0003
Si  4.7626  3.2895  28.737  -0.0007  -0.0016  -0.0061
Si  9.5605  9.0657  14.5543  -0.0005  0.0032  0.0019
Si  6.0695  1.3302  23.8616  0.0004  -0.0002  0.0001
Si  0.6227  2.2621  18.7852  0.0006  -0.0005  0.002
Si  6.7612  1.7815  16.4819  0.0009  -0.0002  0.0029
Si  4.9702  6.0524  17.9594  -0.0003  -0.0005  0.0025
Si  6.1211  9.8126  29.2353  -0.002  -0.0003  -0.0039
Si  9.9706  10.4847  27.278  -0.0029  0.0132  0.0266
Si  7.4605  3.3758  27.2528  -0.002  -0.0012  -0.0026
Si  2.7054  7.9956  18.8414  0  0.0002  0.0025
Si  1.9807  4.3963  14.8095  -0.0008  -0.001  0.0037
Si  4.9246  1.5323  19.0087  0  0.0002  0.0024
Si  2.1052  2.193  28.0447  -0.0007  -0.0019  -0.0022
Si  13.0431  3.7055  25.6828  0.0005  0.0016  0.0001
Si  -3.7071  5.8726  18.9854  0.0004  -0.0004  0.0024
Si  8.0487  8.8401  19.9977  0.0003  -0.0001  0.0023
O  6.1706  10.4951  27.746  -0.0029  -0.0029  0.0074
O  3.9354  8.2349  15.3275  -0.002  0.0004  -0.003
O  12.7046  -0.469  24.8814  -0.0007  0.0015  0.0012
O  0.1374  2.2458  17.2313  0.0012  -0.0009  -0.0033
O  4.2092  7.3782  18.5851  0.0006  -0.0003  -0.0011
O  8.5065  10.2919  26.5658  0.0101  0.0017  0.0074
O  -3.0678  6.132  17.4892  0.0005  -0.0001  -0.0011
O  7.1176  2.5778  23.5726  -0.0001  -0.0004  0.0001
O  10.8229  9.1117  27.5033  -0.0075  0.0161  0.0072
O  4.276  9.526  21.7437  0.0004  -0.0003  -0.001
O  11.3453  -4.3067  27.289  -0.0001  0.0006  0.0029
O  2.3961  8.1743  20.4293  0.0005  -0.0003  -0.0017
O  9.0331  7.5795  22.9342  0.0006  0.0004  -0.0004
O  7.5275  0.3387  16.5184  0.0001  -0.0011  -0.0013
O  10.8725  4.4226  29.7802  -0.0061  0.0025  0.006
O  9.1001  9.1927  16.1181  0.0009  -0.0006  -0.0027
O  10.5602  4.4872  17.8614  -0.0001  0.0013  -0.0025
O  3.67  6.9133  22.3287  0.0001  0  -0.0009
O  3.1532  5.1999  20.3354  0.0002  -0.0002  -0.0009
O  9.3647  9.2937  20.893  0.0004  -0.0005  -0.0003
O  1.8166  3.3782  18.9437  -0.0001  0.0001  -0.0012
O  2.9861  3.8366  25.172  -0.0002  0.0001  0.0002
O  7.7291  3.9213  25.7617  -0.0005  -0.0001  0.0014
O  7.8848  5.2372  23.5425  -0.0003  -0.0002  -0.0004
O  9.6195  4.7562  15.4298  0  0.0001  -0.0017
O  2.075  2.9307  15.5004  -0.0007  -0.0002  -0.0015
O  7.7908  3.0416  16.2652  0.0004  0.0008  -0.0024
O  10.9777  9.4497  23.1261  0.0012  -0.0004  -0.0004
O  1.3431  8.1134  15.6516  0.0011  0.001  -0.0026
O  5.4561  6.4069  16.4414  0  0.0002  -0.0018
O  12.4066  2.292  25.0756  -0.0009  -0.0013  -0.0004
O  1.7568  5.5154  15.9738  0.0009  -0.0019  -0.0022
O  6.4055  8.8769  16.3511  -0.0007  -0.0007  -0.0011
O  12.9726  5.5798  22.2693  -0.0002  0.0002  -0.0006
O  10.8854  2.6655  19.6683  0.0002  0.0001  -0.0011
O  8.686  4.0737  28.0716  0.0066  -0.0081  0.0179
O  6.1341  0.2317  22.6734  -0.0005  0.0008  -0.0003
O  1.8357  0.4287  16.4708  -0.0002  -0.0003  -0.0017
O  7.601  1.7481  27.3212  -0.0035  0.0006  0.0013
O  1.6716  0.877  27.1581  -0.0056  -0.0003  -0.0061
O  8.122  7.2099  19.8899  -0.0001  -0.0002  -0.0011
O  8.697  15.5307  19.6923  0.0001  -0.0002  -0.001
O  12.2362  5.0764  25.3381  0.0002  0.0004  0.0007
O  -0.5924  17.6516  16.6178  0.0001  -0.0005  -0.0011
O  -0.3226  5.157  20.2615  0.0001  0.0003  0
O  6.4362  11.4767  25.2522  -0.0003  0.0003  -0.0007
O  3.9546  4.7652  17.9328  0.0002  0.0002  -0.0012
O  5.9306  3.7833  27.7047  -0.0008  -0.0005  0.0024
O  10.7728  0.5832  26.317  0  -0.0149  0.0083
O  2.0195  8.9041  22.9955  -0.0018  0.0004  0.0017
O  1.2782  0.7747  19.0855  0.0001  -0.0006  -0.0013
O  3.6065  4.1991  22.6585  0.0001  -0.0007  -0.0004
O  4.3066  2.8482  19.7482  0.0002  -0.0003  -0.0013
O  9.8751  6.2929  25.1128  0.0016  0.0004  0.0009
O  4.576  12.9691  23.9642  0.0005  -0.0001  0.0003
O  6.0784  1.9888  17.9468  0.0004  -0.0001  -0.0018
O  1.5867  -3.8915  18.1221  0  -0.0002  -0.0009
O  2.5582  -1.4681  18.1832  0.0002  -0.0005  -0.0011
O  10.3902  5.283  22.7366  0.0006  0  -0.0003
O  7.9772  9.4972  18.4938  -0.0001  0  -0.0018
O  3.7918  0.8141  18.1112  -0.0003  -0.0008  -0.0011
O  5.488  4.4845  24.4582  0.0001  -0.0001  0.0002
O  6.7358  -1.6576  20.8511  0  0.0003  -0.0008
O  -0.3561  7.4666  21.4641  0.0006  -0.0002  -0.001
O  6.2874  5.634  18.8509  -0.0003  -0.0001  -0.0013
O  5.4324  0.5031  20.1536  0.0002  -0.0006  -0.0009
O  12.1188  7.7682  24.9144  0.0006  0.0019  0.0002
O  3.7475  2.189  28.0684  -0.0013  -0.0013  -0.0007
O  6.6691  5.6373  30.0393  0.0012  0.0039  0.0066
O  2.411  9.9258  14.0653  0.0014  -0.0006  -0.0029
O  -3.2919  -1.4031  13.6401  0.0002  0.0015  -0.001
O  5.8713  2.4082  12.437  -0.0018  0.0019  -0.0038
O  6.0909  7.4938  31.7069  -0.0059  0.0034  -0.0074
O  4.3872  6.9538  29.7328  0.0028  -0.0015  0.008

Results
free energy: -180329.692 eV
free energy less fixed offsets of O -568.88, Si -635.61 eV per atom: 0.108 eV

The program warned: the cutoff lies below the one the program advises for these potential files; the exchange-correlation potential is rough where the density is thin.
